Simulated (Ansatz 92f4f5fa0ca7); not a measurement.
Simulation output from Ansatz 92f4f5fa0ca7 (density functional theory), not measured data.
Periodic cell of 172 atoms, Si99O73, from a study of silicon, its oxide and their interface. The atomic structure is a simulated model.

Settings: functional PBE; potential files Ansatz PAW; basis plane waves; wave-function cutoff 700 eV; density cutoff ratio 5; exchange-correlation grid ratio 2; k mesh 2 x 2 x 1, shifted by 0.5 0.5 0.5 of a step; self-consistency stop 5e-08 eV per atom in the density residual; occupations Fermi-Dirac, 0.05 eV; spin none; net charge 0.

Cell vectors (angstrom)
a	11.5983	0	0
b	0	11.5983	0
c	-4.5366	-0.064	22.1749

Atoms: element, x, y, z (angstrom)
Si	7.3211	2.5086	0.2874
Si	7.5109	5.1142	0.5655
Si	13.1075	9.7838	1.6751
Si	8.9533	-2.4008	-0.3564
Si	1.6231	5.4955	2.1516
Si	0.3052	10.5439	-0.1715
Si	3.4213	2.6184	0.5627
Si	3.6136	5.6923	0.95
Si	-0.4071	6.2198	-0.9948
Si	1.6395	1.964	2.0721
Si	-0.2938	4.8986	0.8613
Si	3.7939	8.0256	0.3051
Si	5.4644	1.9641	1.768
Si	5.6006	5.587	2.1207
Si	5.8917	9.2408	2.0157
Si	9.1212	1.6952	1.7854
Si	9.2625	5.3223	2.0981
Si	8.2955	9.3043	1.9425
Si	1.6491	3.6812	3.6105
Si	1.2799	7.3924	3.3961
Si	1.673	11.5181	3.1811
Si	5.4499	3.6366	3.4888
Si	5.4342	7.4717	3.5296
Si	5.4312	11.4282	3.0238
Si	9.1392	3.4462	3.4846
Si	9.0135	7.3672	3.3169
Si	9.1135	11.2683	3.0721
Si	-0.4411	3.5651	4.6648
Si	-0.6463	7.361	4.6755
Si	-0.4108	11.2737	4.3825
Si	3.5897	3.6436	4.9933
Si	3.3327	7.5219	4.7269
Si	3.5566	11.5455	4.5583
Si	7.2475	3.5633	5.0166
Si	7.2786	7.3286	4.9747
Si	7.3011	11.3571	4.5694
Si	-0.3383	1.5666	5.8355
Si	-0.6195	5.463	6.0511
Si	-0.4826	9.3763	5.8672
Si	3.6263	1.6224	6.3074
Si	3.3752	5.6316	6.3179
Si	3.4572	9.6064	5.8577
Si	7.2906	1.4883	6.1725
Si	7.127	5.499	6.5318
Si	7.2969	9.4607	6.0814
Si	1.5086	1.6914	7.3791
Si	1.2762	5.3957	7.4055
Si	1.4897	9.6197	7.144
Si	5.5148	0.6898	7.5475
Si	5.1285	5.88	7.9311
Si	5.2847	9.8777	7.3127
Si	9.3758	1.6282	7.2356
Si	9.2242	5.3844	7.631
Si	9.2825	9.6277	7.3852
Si	4.5689	8.1153	8.8124
Si	0.6439	6.6123	9.3074
Si	0.8413	-0.1756	8.5155
Si	5.8217	4.7249	10.6675
Si	11.0081	1.9194	15.8039
Si	6.6886	0.917	10.5581
Si	9.9438	3.4099	8.611
Si	9.8365	7.0336	9.1803
Si	10.0366	-0.106	8.5772
Si	9.2704	-0.3496	10.7634
Si	2.1315	8.3683	9.0036
Si	0.761	3.4893	8.6952
Si	7.2039	4.1454	15.7854
Si	5.4543	2.359	12.7018
Si	4.3527	8.5989	11.1227
Si	6.762	1.8071	23.006
Si	9.5739	6.8521	11.548
Si	1.9602	-1.6289	10.7332
Si	4.8322	1.0245	15.2851
Si	7.4453	1.4838	14.5091
Si	10.1418	4.6472	12.2253
Si	10.9203	-2.2506	12.2996
Si	0.7194	4.9657	11.1443
Si	9.075	0.1847	17.7443
Si	3.7323	-0.3492	19.4602
Si	8.674	3.4745	10.5986
Si	2.7293	6.5653	12.9217
Si	8.7658	8.4353	20.4444
Si	1.613	7.969	15.3766
Si	9.9473	4.7682	14.6459
Si	2.3218	1.3655	20.2546
Si	5.6439	8.1085	16.9482
Si	4.1002	6.4529	19.0389
Si	6.2094	4.3611	18.6666
Si	-0.6642	1.3245	19.9391
Si	10.1868	11.8543	13.5269
Si	1.3533	6.0921	17.6235
Si	6.5355	7.2764	12.2764
Si	4.2708	6.7153	21.3435
Si	6.0322	1.3162	18.171
Si	5.236	6.0288	14.6744
Si	0.9851	2.934	18.092
Si	8.7608	-3.0033	17.3151
Si	10.639	7.3751	16.4458
Si	3.5637	-1.3455	16.52
O	10.4851	-1.8657	-0.2078
O	2.927	9.0619	1.2583
O	5.3208	8.6502	0.5129
O	6.7138	3.3039	22.2453
O	12.2208	8.6108	2.4224
O	7.417	4.5206	10.3712
O	5.9037	1.0563	9.1426
O	5.0112	4.7605	9.2493
O	9.2062	8.4342	8.55
O	5.1731	3.6834	11.7825
O	1.8114	5.361	12.3222
O	3.5067	-1.5796	11.338
O	5.5158	1.0651	11.7006
O	5.0098	6.9708	15.9721
O	5.7669	4.5382	15.0972
O	6.9966	2.4735	13.284
O	1.5819	-0.1781	10.0408
O	0.0662	8.4198	15.6707
O	1.1555	4.4888	17.6936
O	5.0728	7.6543	18.4234
O	-0.1088	6.8255	17.7895
O	0.6675	7.4708	-0.9817
O	6.9373	5.1698	19.8735
O	5.2408	0.2395	19.1135
O	3.0979	-0.9087	18.0265
O	3.2408	8.2584	-1.214
O	3.5495	4.2221	0.0608
O	-1.3954	1.7183	21.3359
O	5.7798	6.2096	11.3145
O	2.5281	9.2054	15.8756
O	-0.3482	2.6657	19.0202
O	9.9518	0.3081	19.1226
O	9.0024	-1.3733	17.2328
O	7.1342	4.6086	17.3415
O	9.8979	1.0728	16.6468
O	5.1382	1.6211	16.7958
O	8.7392	0.5909	14.1999
O	3.3341	7.4162	11.6774
O	7.5998	-0.437	10.8143
O	10.5332	10.2554	13.6196
O	1.3219	3.6178	10.3145
O	8.1007	7.459	11.9628
O	8.776	8.119	18.8651
O	7.573	2.5485	15.7471
O	3.6561	-0.0796	15.4687
O	6.2747	0.3788	14.8151
O	7.2644	8.1827	16.7656
O	0.0261	12.1871	-0.2134
O	8.345	4.9395	14.9653
O	3.8632	5.8384	13.8412
O	0.7837	2.0734	16.692
O	6.1107	2.7567	18.9415
O	10.7184	7.7283	12.4103
O	4.4695	2.0619	14.0174
O	0.8665	-1.9227	11.9145
O	11.2852	1.1246	14.3814
O	7.5383	0.7313	17.9055
O	6.3874	6.7895	13.8133
O	9.8486	-1.855	11.1222
O	1.8835	7.6311	13.8175
O	7.88	2.0314	10.7119
O	1.9467	6.5716	16.1737
O	5.7326	8.6851	12.0107
O	2.4916	6.5498	18.7094
O	5.059	-2.0094	16.6054
O	10.4798	3.4241	15.4431
O	4.6928	4.9944	18.498
O	10.0142	12.2255	11.9268
O	0.7979	0.6617	20.3122
O	10.5753	6.0859	15.397
O	3.7674	-1.5793	20.558
O	8.2575	9.9799	20.7036
O	2.2874	2.4667	18.9771

Results
free energy: -104454.904 eV
free energy less fixed offsets of O -569.03, Si -635.61 eV per atom: 9.676 eV
pressure: -0.70 GPa
stress xx, yy, zz, yz, xz, xy (GPa, positive in tension): 0.9, 0.67, 0.54, 0.23, -0.25, 0.33

Forces (eV/angstrom), in the order of the atoms: element, x, y, z
Si	0.1166	0.3045	0.3661
Si	0.0927	-0.1104	0.0883
Si	-0.053	0.2058	0.0791
Si	-0.4263	-0.5429	-0.1562
Si	-0.0446	-0.2969	0.003
Si	-0.299	0.4563	-0.1989
Si	0.1587	-0.1818	0.0176
Si	-0.0925	-0.6251	0.0394
Si	-0.6063	-0.1344	-0.0662
Si	0.3689	0.178	-0.1448
Si	0.1898	-0.4538	-0.0562
Si	0.1785	0.1629	-0.2417
Si	-0.1726	0.0411	-0.117
Si	0.4097	-0.2839	0.004
Si	0.1182	0.0492	0.0612
Si	-0.1387	0.2149	0.1306
Si	0.0161	-0.2216	0.1307
Si	0.0646	-0.0204	0.1311
Si	0.0032	0.102	0.3069
Si	-0.3937	-0.1447	0.388
Si	0.0282	0.1978	0.4688
Si	0.0776	0.1147	-0.0782
Si	-0.2657	0.0403	0.1839
Si	-0.0817	0.1525	0.0689
Si	0.0713	-0.0096	-0.0243
Si	0.0793	0.0633	-0.2375
Si	-0.019	0.0597	0.0408
Si	-0.047	0.062	0.1383
Si	0.0258	-0.0144	0.2682
Si	-0.039	0.0103	-0.0645
Si	-0.0313	0.0359	0.0461
Si	0.1621	-0.0028	-0.0212
Si	0.0773	-0.2037	-0.1739
Si	-0.0659	-0.0054	-0.0215
Si	-0.0698	0.2419	0.138
Si	0.0458	-0.2451	-0.1073
Si	0.0251	0.1158	0.0543
Si	-0.244	0.0189	-0.0624
Si	-0.0194	-0.0606	-0.0518
Si	-0.0779	0.0435	-0.1367
Si	-0.1147	-0.0193	-0.2314
Si	0.0624	0.0913	-0.0939
Si	-0.0725	0.0477	-0.1686
Si	0.1965	-0.014	-0.2028
Si	-0.136	0.1034	-0.1942
Si	-0.4043	-0.1594	-0.0136
Si	-0.2057	-0.0206	0.2831
Si	-0.2743	-0.0932	0.0401
Si	0.14	0.1008	0.4454
Si	-0.0953	-0.2117	0.4375
Si	0.0421	-0.3386	-0.1305
Si	0.2304	-0.0193	0.0148
Si	0.1853	0.1262	-0.0589
Si	0.2129	-0.2296	0.1773
Si	-0.2257	0.1935	0.2488
Si	-0.3854	0.027	0.0548
Si	0.2006	0.211	0.0904
Si	0.1234	-0.016	0.4691
Si	-0.0051	0.0307	-0.0971
Si	0.0151	-0.2177	0.3281
Si	-0.0343	0.0644	0.1144
Si	0.527	0.1809	-0.1252
Si	0.0972	-0.1049	0.1942
Si	0.1348	0.0311	0.0114
Si	-0.0229	-0.1407	-0.0894
Si	0.3518	-0.0761	0.0645
Si	-0.0811	-0.149	0.0059
Si	0.0583	-0.2345	0.4105
Si	-0.0968	0.2076	-0.0737
Si	-0.1694	0.122	-0.4039
Si	-0.1306	-0.1648	0.0576
Si	0.3118	0.0706	-0.1885
Si	0.0409	-0.0788	-0.1299
Si	0.1123	-0.2553	0.0844
Si	-0.0082	-0.0572	-0.2245
Si	-0.0006	-0.0446	0.0073
Si	0.363	-0.0476	-0.0931
Si	0.0174	0.1014	-0.2314
Si	0.0748	-0.2377	-0.3312
Si	0.2829	-0.1049	0.1839
Si	-0.1454	-0.1262	0.0672
Si	0.0059	-0.1069	-0.4363
Si	0.0692	-0.0726	0.1459
Si	-0.0316	-0.0551	0.475
Si	-0.1779	0.1361	-0.2666
Si	-0.0904	-0.1601	-0.0966
Si	-0.1647	-0.0908	0.455
Si	-0.2911	0.0864	-0.1019
Si	-0.0682	0.2318	-0.2244
Si	-0.2123	0.1701	0.115
Si	0.2922	0.0152	-0.0233
Si	0.2143	0.3161	0.2477
Si	0.1643	0.2705	-0.5075
Si	0.0042	0.3121	-0.4546
Si	0.0802	-0.0641	0.1141
Si	-0.0518	0.0568	-0.2116
Si	-0.2275	0.2416	-0.0748
Si	0.458	-0.301	-0.1996
Si	0.0827	0.1256	-0.2321
O	0.3837	0.1768	-0.1061
O	0.0625	-0.2113	0.1719
O	0.0978	0.1499	0.3002
O	0.0151	0.1966	0.5552
O	0.4242	-0.0286	-0.0074
O	-0.1906	-0.0595	-0.0316
O	-0.0864	-0.1271	-0.4166
O	-0.0282	0.4364	-0.7285
O	0.0729	-0.039	-0.1389
O	0.0283	0.2292	-0.3742
O	-0.1763	0.0259	-0.0204
O	0.061	-0.1269	0.0514
O	0.0812	-0.0318	-0.2643
O	-0.053	0.0323	-0.0485
O	-0.0304	0.1436	0.0009
O	-0.0696	0.0915	-0.1498
O	-0.2297	-0.2637	-0.2304
O	-0.1034	-0.0655	0.0009
O	-0.0547	-0.0772	0.0547
O	0.0836	0.0989	-0.0076
O	-0.203	0.0626	-0.0481
O	0.1683	0.0435	-0.0788
O	0.1813	0.2306	0.2183
O	-0.1209	-0.0852	0.175
O	0.0415	0.1321	0.2875
O	-0.211	0.1165	-0.2148
O	-0.0358	0.1099	0.1921
O	0.0122	0.0412	0.0838
O	-0.0793	-0.0899	-0.169
O	-0.0326	-0.0598	0.0238
O	-0.0852	-0.0999	0.1566
O	0.0211	-0.007	0.2081
O	0.0466	-0.1245	0.0586
O	0.0429	0.0309	0.0774
O	-0.0284	0.0128	0.0776
O	0.0358	-0.0602	0.1659
O	0.1115	-0.0122	-0.0786
O	0.1936	-0.048	0.0708
O	0.061	0.04	-0.1411
O	0.0666	-0.1533	-0.1025
O	-0.6133	0.264	-0.5285
O	0.0057	-0.0257	0.032
O	0.0042	-0.0116	0.2481
O	-0.0463	0.0792	0.0039
O	-0.0123	-0.1077	0.1427
O	-0.0402	0.1523	0.0555
O	0.0701	0.0473	0.0603
O	-0.1096	-0.3611	-0.0167
O	0.1648	-0.0048	-0.1503
O	-0.0088	0.1198	-0.1295
O	-0.0026	0.0391	0.1381
O	0.0413	-0.0326	0.1155
O	-0.1473	0.1253	0.0865
O	0.0628	0.0075	-0.0593
O	0.0482	0.0341	-0.0023
O	-0.0295	-0.0214	-0.0453
O	0.0564	-0.0992	0.145
O	-0.0091	0.0859	-0.2103
O	-0.045	0.171	-0.0872
O	-0.0162	0.0444	-0.0508
O	0.0606	0.2812	-0.1336
O	-0.0895	0.0565	-0.0076
O	0.004	-0.1868	0.1657
O	-0.1841	0.0012	-0.2336
O	-0.0159	-0.0348	0.0159
O	-0.0122	0.0823	-0.1991
O	0.1079	0.0519	0.017
O	-0.0761	-0.1764	-0.1407
O	0.1382	0.0599	0.0329
O	-0.1419	0.1291	-0.0054
O	0.0576	0.0119	0.2887
O	-0.0064	-0.1044	-0.0136
O	-0.0398	-0.281	0.2666

The program warned: the cutoff lies below the one the program advises for these potential files.
